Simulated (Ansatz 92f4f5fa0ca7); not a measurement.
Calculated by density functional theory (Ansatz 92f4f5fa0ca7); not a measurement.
Periodic cell of 214 atoms, Si126O80As8, from a study of silicon, its oxide and their interface. The atomic structure is a simulated model.
Doubt: the cutoff is far below the 930 eV that the study's wrapper takes by default for these files, so forces and energies are approximate.
This geometry differs little from another in the collection (a relaxation step or a small displacement).

Settings: functional PBE; potential files Ansatz PAW; basis plane waves; wave-function cutoff 580 eV; density cutoff ratio 5; exchange-correlation grid ratio 1; k mesh 1 x 1 x 1, Gamma-centred; self-consistency stop 5e-08 eV per atom in the density residual; occupations fixed; spin none; net charge 0.

Cell vectors (angstrom)
a, 10.938, 0, 0
b, 0, 10.938, 0
c, 0, 0, 31.8927

Atoms and the computed forces on them: element, x, y, z (angstrom), force x, y, z (eV/angstrom)
As, 0.4417, -0.4304, 24.2441, -0.0034, 0.0071, 0.0133
Si, 5.8566, -0.3899, 24.6021, 0.0094, -0.0114, -0.0179
Si, 2.2593, 3.3466, 24.3612, 0.0028, 0.0002, 0.0033
As, 7.7448, 3.1802, 24.3057, 0.0016, -0.0054, 0.0071
Si, 0.3404, 5.1143, 24.4957, -0.0001, -0.0014, -0.0128
As, 5.8939, 5.0348, 24.2798, 0.0018, 0.0054, 0.0152
As, 2.2905, 8.6506, 24.2821, 0.0025, -0.0057, 0.015
Si, 7.6304, 8.7941, 24.4102, -0.0107, 0.0166, 0.0308
Si, 1.3864, 1.3986, 25.6306, -0.0058, -0.0034, -0.0041
Si, 6.8228, 1.4361, 25.7943, 0.0024, 0.017, 0.0017
Si, 4.0957, 4.1478, 25.73, 0.0012, 0.0042, -0.0072
Si, 9.5206, 4.0993, 25.768, -0.0103, -0.002, 0.011
Si, 1.3443, 6.8968, 25.7499, 0.0052, 0.0132, -0.0019
Si, 6.8349, 6.8468, 25.6737, -0.0051, -0.0037, -0.0095
Si, 4.0315, 9.5713, 25.7837, -0.01, -0.0028, 0.004
Si, 9.568, 9.5949, 25.6728, -0.0004, 0.0021, -0.0105
Si, 2.7273, 0.0708, 27.096, 0.0072, 0.0049, 0.0047
Si, 8.2423, 0.0464, 27.1006, -0.0009, -0.0043, -0.006
Si, -0.0264, 2.6903, 27.083, 0.0045, 0.0024, -0.0193
Si, 5.4043, 2.7439, 27.1208, -0.0042, -0.0091, 0.0032
Si, 2.7513, 5.5345, 27.1091, -0.0029, -0.0084, -0.0114
Si, 8.209, 5.5268, 27.099, 0.0087, 0.0036, 0.0034
Si, -0.0649, 8.208, 27.0972, -0.0068, -0.007, 0.0047
Si, 5.4291, 8.1615, 27.0971, 0.0019, 0.0042, -0.01
Si, 4.1018, 1.3673, 28.4745, -0.112, 0.0267, 0.3729
Si, 9.5708, 1.3673, 28.4745, 0.1761, -0.0296, 0.44
Si, 1.3673, 4.1018, 28.4745, -0.0361, 0.0027, -0.4387
Si, 6.8362, 4.1018, 28.4745, -0.104, 0.2007, -0.3399
Si, 4.1018, 6.8362, 28.4745, 0.0471, 0.0227, 0.564
Si, 9.5708, 6.8362, 28.4745, -0.0472, 0.0743, 0.3084
Si, 1.3673, 9.5708, 28.4745, -0.179, 0.1966, -0.4316
Si, 6.8362, 9.5708, 28.4745, -0.0053, 0.003, -0.4518
Si, 0, 0, 29.8417, -0.0202, 0.0058, 0.0377
Si, 5.469, 0, 29.8417, -0.017, 0.0081, -0.0368
Si, 2.7345, 2.7345, 29.8417, 0.045, -0.0339, 0.0042
Si, 8.2035, 2.7345, 29.8417, 0.0706, -0.0206, -0.0285
Si, 0, 5.469, 29.8417, -0.0202, 0.004, -0.0316
Si, 5.469, 5.469, 29.8417, -0.0164, 0.0001, 0.0406
Si, 2.7345, 8.2035, 29.8417, 0.0853, -0.0233, -0.0205
Si, 8.2035, 8.2035, 29.8417, 0.0377, -0.0422, 0.0009
Si, 1.3673, 1.3673, 31.209, -0.0379, 0.0118, 0.011
Si, 6.8362, 1.3673, 31.209, -0.0082, -0.0194, -0.0204
Si, 4.1018, 4.1018, 31.209, -0.0189, 0.0239, 0.0147
Si, 9.5708, 4.1018, 31.209, -0.0091, 0.0024, -0.015
Si, 1.3673, 6.8362, 31.209, 0.0029, 0.0184, -0.0213
Si, 6.8362, 6.8362, 31.209, -0.0464, 0.0265, 0.0118
Si, 4.1018, 9.5708, 31.209, -0.0087, 0.0002, -0.0143
Si, 9.5708, 9.5708, 31.209, -0.0075, 0.0447, 0.0171
Si, 2.7345, 0, 0.6835, 0.0685, -0.0273, 0.0006
Si, 8.2035, 0, 0.6835, -0.0037, 0.0721, -0.0042
Si, 0, 2.7345, 0.6835, -0.061, 0.0046, -0.0093
Si, 5.469, 2.7345, 0.6835, 0.0433, -0.07, -0.0111
Si, 2.7345, 5.469, 0.6835, 0.01, 0.0437, -0.0117
Si, 8.2035, 5.469, 0.6835, 0.0938, -0.0494, 0.0022
Si, 0, 8.2035, 0.6835, 0.0563, -0.1224, -0.0123
Si, 5.469, 8.2035, 0.6835, -0.0504, 0.0183, -0.007
Si, 4.1018, 1.3673, 2.0507, -0.0019, 0.0771, 0.006
Si, 9.5708, 1.3673, 2.0507, 0.0206, -0.059, -0.0244
Si, 1.3673, 4.1018, 2.0507, 0.0291, -0.0025, -0.0272
Si, 6.8362, 4.1018, 2.0507, -0.0982, 0.0067, -0.0371
Si, 4.1018, 6.8362, 2.0507, -0.0071, -0.0393, -0.0054
Si, 9.5708, 6.8362, 2.0507, -0.0122, 0.1235, -0.0283
Si, 1.3673, 9.5708, 2.0507, -0.0583, 0.0763, -0.0358
Si, 6.8362, 9.5708, 2.0507, -0.0458, -0.0635, -0.0165
Si, 0, 0, 3.418, -0.0215, -0.0216, -0.8404
Si, 5.469, 0, 3.418, 0.0508, -0.054, 0.5608
Si, 2.7345, 2.7345, 3.418, 0.2238, 0.2601, -0.3456
Si, 8.2035, 2.7345, 3.418, -0.068, -0.0276, 0.5495
Si, 0, 5.469, 3.418, 0.1565, -0.0238, 0.6666
Si, 5.469, 5.469, 3.418, -0.0614, -0.2342, -0.3798
Si, 2.7345, 8.2035, 3.418, 0.0553, -0.166, 0.4955
Si, 8.2035, 8.2035, 3.418, 0.0322, -0.2829, -0.5792
Si, 1.3732, 1.3449, 4.6758, -0.0049, 0.0011, -0.0124
Si, 6.8472, 1.3465, 4.8669, -0.0083, 0.0145, 0.0051
Si, 4.1177, 4.1017, 4.7742, 0.0086, 0.0171, -0.0027
Si, 9.5809, 4.0856, 4.8535, -0.0081, -0.0177, 0.0009
Si, 1.4028, 6.8223, 4.883, 0.0107, 0.011, -0.0001
Si, 6.9016, 6.7641, 4.7132, -0.0303, -0.0019, 0.0012
Si, 4.1357, 9.5224, 4.8454, 0.004, 0.0022, 0.0002
Si, 9.5892, 9.5531, 4.6831, -0.0074, 0.0106, -0.0164
Si, 2.6233, -0.0258, 6.0757, -0.0091, -0.013, 0.0053
Si, 8.3211, -0.1007, 6.1162, 0.0007, -0.0109, 0.0072
Si, 0.0522, 2.6188, 6.1057, 0.0168, 0.0154, 0.0133
Si, 5.4048, 2.7205, 6.2177, 0.011, -0.0137, -0.0029
Si, 2.8662, 5.4634, 6.2793, -0.0195, -0.0338, -0.0009
Si, 8.1828, 5.4774, 6.2179, 0.0074, 0.0195, 0.0018
Si, -0.0757, 8.2644, 6.112, -0.0033, -0.0056, 0.0195
Si, 5.6461, 8.1095, 6.1153, -0.0126, -0.0341, 0.0194
Si, 3.487, 1.7678, 7.3311, 0.0163, 0.0464, 0.0279
As, 10.0358, 0.8873, 7.5555, -0.0033, 0.0091, -0.0088
Si, 1.8487, 3.5819, 7.3226, -0.0152, -0.0188, -0.0131
Si, 6.4948, 4.3648, 7.5543, -0.0524, -0.0282, -0.0102
Si, 4.7903, 6.3683, 7.5157, 0.0699, 0.048, -0.0473
As, 9.1679, 7.2781, 7.5686, 0.0164, -0.0108, -0.012
As, 0.9055, 9.9797, 7.5464, 0.0087, -0.0114, -0.0236
As, 7.3576, 9.1104, 7.5511, -0.0075, 0.0099, -0.009
O, 4.6085, 7.1733, 8.9741, -0.0163, 0.0084, 0.0325
O, 7.0834, 3.5491, 8.9293, 0.0203, 0.0063, 0.026
O, 1.4098, 3.8776, 8.8912, -0.0021, 0.0166, 0.0439
O, 3.5193, 1.2496, 8.9226, -0.0199, -0.0075, -0.017
O, 5.3253, 11.1132, 23.1363, 0.0084, -0.0107, 0.0126
O, 7.8492, 8.6551, 22.7625, -0.0019, -0.0024, -0.0066
O, -0.3752, 5.8115, 23.1498, 0.0065, -0.0068, 0.0151
O, 2.8851, 3.1125, 22.8336, -0.009, 0.0049, 0.0055
Si, 7.1882, -6.4888, 12.3648, -0.0034, -0.004, -0.0052
Si, 11.7389, -15.0354, 19.4766, -0.0048, -0.0043, 0
Si, -3.4301, 1.1157, 19.7286, -0.0027, -0.0005, 0.0056
Si, 4.6375, 11.4839, 15.3822, -0.0006, -0.0004, -0.0089
Si, 2.9396, 0.3345, 12.7692, 0.0097, 0.0083, -0.0011
Si, 14.3218, 2.9405, 21.2943, 0.006, -0.0052, 0.0193
Si, 12.7292, -2.3277, 11.5995, 0.0059, -0.0016, 0.002
Si, 7.8816, 7.9233, 21.3045, -0.0009, -0.0052, 0.0063
Si, 7.8168, 0.4334, 14.6247, -0.0027, -0.0016, -0.0034
Si, 5.1513, 11.1816, 21.5358, -0.0079, 0.0087, 0.0113
Si, 9.5897, 3.2101, 19.9911, 0.0007, 0.0024, 0.0101
Si, 7.5886, -7.6806, 15.3379, -0.0001, 0.0015, -0.0038
Si, -1.3667, -2.197, 14.9132, -0.0033, 0.0043, -0.001
Si, -3.1595, -3.3033, 16.9041, 0.0011, 0.0016, 0.0013
Si, -3.9993, 2.509, 10.2026, 0.0064, 0, -0.02
Si, 3.2878, 16.5023, 16.7824, 0.0001, 0.0019, -0.0012
Si, 9.8606, 5.6929, 21.6875, -0.0014, 0.0043, 0.0026
Si, 3.5489, -5.2658, 19.8267, -0.0002, -0.0024, 0.0051
Si, 2.5764, 5.8212, 12.5003, 0.0055, -0.0011, -0.0084
Si, 0.5179, -4.1099, 16.4179, -0.0054, -0.0031, -0.004
Si, 3.1606, 2.6234, 17.0132, -0.0014, 0.0017, -0.0019
Si, 8.8414, 0.6282, 11.7639, -0.0086, 0.0098, -0.0038
Si, 1.3227, 1.6919, 19.3089, -0.0023, 0.0054, 0.0065
Si, 15.3021, 8.3719, 10.0419, 0.0086, 0.0006, -0.0184
Si, 9.7429, -2.2358, 11.6997, -0.0032, 0.0003, 0.0087
Si, -1.8638, 9.5456, 18.9343, -0.0006, 0.0005, 0.0014
Si, -5.8978, -3.553, 15.5206, -0.0028, -0.0011, -0.0028
Si, 5.376, 6.9014, 12.5858, -0.002, 0.001, -0.0038
Si, 0.4648, 13.1893, 12.6814, 0.0007, 0.0028, -0.0048
Si, 0.33, -6.0637, 14.0847, -0.0027, 0.0003, 0.0033
Si, 3.8145, -1.5563, 17.3269, 0.0029, 0.0026, -0.0005
Si, 4.8872, -2.5178, 20.1975, 0.003, -0.0001, 0.0089
Si, -1.2376, -5.1514, 11.5368, 0.0044, -0.0082, 0.0018
Si, 1.0324, -17.5205, 10.3706, 0.0061, -0.0097, -0.051
Si, 12.1395, 9.672, 18.8757, -0.0014, 0.001, -0.002
Si, 4.5108, 0.5188, 9.9845, -0.0103, -0.0072, -0.0076
Si, -2.7679, 4.7863, 17.8053, 0.0039, 0.0032, -0.0008
Si, 5.979, 2.9136, 17.7837, -0.0037, -0.0015, -0.0019
O, 0.6468, 3.0717, 11.2883, -0.0017, 0.0039, 0.0024
O, 6.6099, 0.3243, 20.8159, -0.0048, 0.0014, 0.0005
O, 2.6219, -6.8396, 16.5768, -0.0008, -0.0002, 0.0038
O, 13.0409, -8.3277, 20.3728, -0.0023, -0.0053, -0.0035
O, 7.2676, 3.9306, 13.9005, 0.0001, -0.0008, 0.0082
O, 15.3212, 12.584, 21.1826, -0.0009, -0.0039, -0.0039
O, 4.6089, -2.1406, 18.6278, -0.0037, 0.0017, -0.005
O, 8.9407, 8.6967, 20.3213, -0.0009, 0.0037, -0.0059
O, 10.9186, 3.2775, 13.891, -0.0009, 0.0022, -0.0009
O, 6.7193, 15.1888, 18.3628, -0.0011, -0.0006, 0.0032
O, -7.1762, 1.921, 15.667, -0.0019, -0.0013, 0.0034
O, 6.2037, 2.9457, 16.1586, 0.0014, 0.0012, 0.0024
O, 12.8692, 12.8075, 17.7889, -0.0015, -0.0005, 0.0041
O, -2.5047, 4.2871, 16.2691, -0.0017, -0.0008, 0.0028
O, 2.7579, -2.4998, 10.3085, -0.0082, 0.0045, 0.0067
O, 11.2208, -13.2003, 11.0248, -0.0001, -0.001, 0.0016
O, 10.4657, 5.7823, 12.9836, -0.0003, 0.0007, -0.0135
O, 10.7199, 2.1756, 19.4596, 0.0036, -0.0022, 0.0013
O, 4.4476, -1.1678, 21.0418, 0.0013, -0.0003, 0.0006
O, 2.1311, -4.2536, 16.5408, -0.0008, 0.0001, 0.0036
O, -4.4996, 8.0279, 20.5436, -0.0009, -0.0002, 0.0017
O, 12.8203, 1.5427, 13.0822, -0.0025, 0.001, 0.0031
O, -2.0847, 10.2141, 15.1846, -0.0001, 0, 0.002
O, 2.0089, 7.3453, 12.5976, 0.0011, 0.0022, -0.0068
O, 8.3225, 12.6599, 10.655, 0.008, -0.0077, 0.0091
O, 6.3459, 3.3705, 11.4759, -0.0008, 0.009, 0.0139
O, -7.045, -0.0111, 14.0426, 0.0008, 0.0022, 0.0085
O, -2.2804, 11.0757, 19.1857, 0.0001, -0.0042, 0.0001
O, 7.7703, 11.4091, 12.9895, 0.0012, 0.0002, 0.0037
O, 1.9194, 5.6805, 19.705, -0.0004, 0.0008, 0.0027
O, -0.2725, 6.5956, 20.6308, -0.0049, -0.003, 0.0037
O, 13.01, -0.9944, 12.4604, -0.008, -0.0041, -0.0029
O, -1.8913, 7.2725, 11.287, -0.0012, 0.0025, -0.0042
O, -0.2233, -5.5274, 10.3145, 0.0061, -0.0041, 0.0141
O, 9.8674, -2.2084, 13.3248, -0.0011, 0.0005, -0.0104
O, 21.2064, 1.1123, 12.4062, 0.0005, -0.002, 0.0016
O, 9.9481, 4.1054, 21.3042, -0.0017, 0.002, -0.0018
O, 1.4429, 11.0475, 19.7184, -0.0042, -0.0009, -0.0012
O, -2.4484, -3.3113, 15.4303, -0.0019, 0.0015, 0.0039
O, -1.589, 4.2377, 18.7564, -0.005, 0.0013, 0.0004
O, 2.2955, 5.1334, 11.0506, -0.012, 0.0064, 0.003
O, -9.0103, 4.9971, 13.7413, -0.0038, 0.0026, 0.0009
O, 8.4069, -9.0784, 15.1693, -0.0009, 0.0015, 0.0038
O, -5.4078, -14.1858, 14.0039, -0.0028, -0.001, 0.002
O, -4.7266, -3.392, 16.6109, -0.0046, 0.0005, 0.0011
O, 4.0249, -5.2533, 18.2519, -0.0016, 0.0017, -0.0014
O, -13.5264, -4.5767, 21.6064, 0.0037, 0.0015, -0.0023
O, 3.926, -2.4732, 15.9842, -0.0011, 0.0008, 0.0067
O, 4.1756, 5.819, 12.6682, -0.0086, 0.0069, -0.0055
O, 4.0083, 4.3589, 20.7107, -0.0023, 0.0041, -0.0049
O, 4.388, 2.8408, 18.085, -0.003, -0.002, 0.0017
O, 10.9491, 8.2435, 15.7071, 0.0029, 0.0006, 0.0059
O, 4.068, -3.8936, 20.5583, -0.0014, 0.0008, 0.0009
O, 5.9267, -9.6445, 9.8574, 0.0164, 0.0043, -0.0027
O, -2.815, -1.9694, 17.7505, -0.0015, -0.0014, 0.0036
O, 12.4044, -2.6195, 19.7496, -0.001, 0.0017, 0.0005
O, -2.3057, -6.3738, 11.6198, 0.008, 0.0084, 0.0027
O, 2.2295, -1.3153, 17.616, -0.0013, 0.0014, 0.0024
O, 15.3796, -5.0688, 15.6618, -0.0017, 0.0005, 0.0036
O, -2.7289, 6.394, 17.8484, -0.0013, 0.0012, 0.002
O, 14.82, -10.2622, 11.4781, -0.0045, -0.0016, 0.015
O, 0.0691, -4.1737, 18.0004, -0.0017, 0.0016, -0.0013
O, 10.5973, -1.3229, 18.3698, -0.0037, 0.001, 0.003
O, -1.9455, -0.8923, 11.1389, 0.0043, -0.0049, 0.0006
O, 4.4852, 10.7774, 16.8525, -0.0033, -0.0045, 0.0033
O, 8.2444, 2.3938, 20.412, -0.0022, -0.0028, -0.0046
O, 6.6732, 5.9828, 12.3207, -0.0019, 0.0023, 0.0034
O, 6.2446, 11.2918, 15.082, -0.0026, 0.0016, 0.0034
O, 6.6345, 1.5869, 18.4437, -0.0012, 0.0024, 0.0008
O, 4.7911, -1.0536, 9.578, -0.0035, -0.0142, 0.0086
O, 5.1772, 8.016, 11.4191, 0.0009, -0.0068, 0.0044
O, -10.9388, 5.5261, 15.5461, 0.002, 0.005, 0.0013

Results
free energy: -164449.442 eV
free energy less fixed offsets of As -4856.12, O -568.88, Si -635.61 eV per atom: -3.222 eV

The program warned: the cutoff lies below the one the program advises for these potential files; the exchange-correlation potential is rough where the density is thin.
